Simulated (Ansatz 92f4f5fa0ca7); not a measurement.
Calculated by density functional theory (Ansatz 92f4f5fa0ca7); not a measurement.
Periodic cell of 238 atoms, Si134O104, from a study of silicon, its oxide and their interface. The atomic structure is a simulated model.

Settings
functional: r2SCAN
potential files: Ansatz norm-conserving
basis: plane waves
wave-function cutoff: 1300 eV
density cutoff ratio: 4
exchange-correlation grid ratio: 1
k mesh: 2 x 2 x 1, shifted by 0.5 0.5 0.5 of a step
self-consistency stop: 5e-08 eV per atom in the density residual
occupations: Fermi-Dirac, 0.05 eV
spin: none
net charge: 0

Cell vectors (angstrom)
a  11.5403  0  0
b  0  15.3871  0
c  1.4489  1.6341  23.6481

Atoms and the computed forces on them: element, x, y, z (angstrom), force x, y, z (eV/angstrom)
Si  0.3507  0.5779  -0.8326  -0.0868  -0.0953  -0.137
Si  -0.6575  4.2895  1.6186  0.5395  -0.1408  -0.6229
Si  -2.5831  8.7943  -0.1279  -0.2646  -0.291  0.1318
Si  -0.4063  12.0874  1.628  1.0112  -0.1375  0.1956
Si  4.3158  0.8292  1.6789  -0.1175  0.1367  -0.5973
Si  4.9577  5.239  -1.083  -0.0987  -0.0078  -0.302
Si  4.7314  8.4956  2.0631  -0.2212  -0.0882  -0.1179
Si  1.3335  11.4393  -0.834  0.3786  0.1163  -0.5711
Si  5.636  -1.7479  -1.5876  0.0834  -0.0856  -0.2031
Si  6.9341  2.9689  -1.3416  0.1109  0.1439  -0.4782
Si  4.6658  9.1558  -0.2408  0.0753  -0.1646  -0.1282
Si  4.6875  12.2673  1.984  -0.1982  0.0149  -0.0522
Si  -0.6786  0.6838  2.2058  0.4755  0.0934  -0.3967
Si  0.3146  3.6355  -1.3734  0.1387  0.0632  -0.5417
Si  -0.1384  8.2615  1.6982  0.3707  -0.0462  -0.655
Si  -2.1561  11.8669  0.0343  -0.835  0.0656  -0.7092
Si  6.8786  0.3915  -0.089  -0.0071  -0.0463  -0.2413
Si  4.7762  4.7163  2.0131  -0.3101  0.2463  -0.7155
Si  1.7046  8.4687  -0.6935  -0.0802  -0.2141  -0.2243
Si  7.1196  12.3457  2.1945  0.2564  -0.2465  -0.3939
Si  8.5009  0.7511  2.2013  -0.1155  0.115  -0.1831
Si  7.135  4.7872  2.3619  0.1274  -0.1053  -0.0859
Si  7.0364  8.5469  2.4269  0.332  0.131  -0.4849
Si  4.3447  11.4696  -0.2283  0.1252  0.2636  -0.2905
Si  -0.0443  2.6586  3.2387  -0.0117  -0.2497  0.255
Si  -0.1053  6.2924  2.972  -0.1034  0.1721  0.2417
Si  -0.2101  10.2309  3.0797  -0.1699  -0.278  0.1926
Si  -0.1042  14.0169  3.1354  -0.0874  0.0181  0.1102
Si  4.0425  2.7049  3.0896  -0.0139  -0.2715  0.2018
Si  3.9709  6.5548  3.2022  0.0514  0.2381  0.1695
Si  3.9747  10.3938  3.2911  0.0053  0.0514  -0.1852
Si  3.9172  14.2537  3.0528  0.1018  0.1333  0.161
Si  7.7175  2.6955  3.3973  0.0137  -0.188  -0.1435
Si  7.6233  6.6345  3.5976  -0.2361  0.0902  0.0581
Si  7.4881  10.4805  3.5745  -0.0253  -0.0376  -0.0123
Si  7.7066  14.2711  3.4376  -0.1629  0.2573  -0.2086
Si  -1.8794  2.6905  4.6922  -0.118  0.1436  0.1812
Si  -1.8531  6.5024  4.6142  -0.0826  -0.0025  0.0212
Si  -2.0069  10.2565  4.6155  0.0045  0.0856  -0.0295
Si  -1.8974  14.111  4.7108  -0.0042  -0.0843  0.2398
Si  2.0352  2.6599  4.4332  -0.0281  0.0283  0.0167
Si  1.8872  6.4607  4.3813  0.1019  -0.0483  -0.0017
Si  1.8423  10.2879  4.3841  0.1601  0.088  -0.1256
Si  1.9257  14.1664  4.4117  0.025  -0.0342  -0.0156
Si  5.7691  2.5125  4.7436  0.0924  0.2034  -0.02
Si  5.6631  6.5748  4.8507  0.0753  0.0253  -0.0106
Si  5.6252  10.4764  4.9485  0.2499  -0.0234  0.1599
Si  5.71  14.3522  4.7073  -0.0853  -0.1702  0.0031
Si  -1.8869  0.7597  6.0608  0.1057  -0.2366  -0.0635
Si  -1.8583  4.6072  5.9676  0.0601  -0.1462  0.0214
Si  -2.0486  8.397  6.0303  0.1532  0.044  0.068
Si  -2.0464  12.147  5.9539  0.3472  0.0188  -0.1342
Si  1.9611  0.7279  5.9087  0  -0.0444  -0.2102
Si  2.0217  4.5755  5.826  0.0481  -0.071  0.0439
Si  1.8916  8.3883  5.852  -0.0875  0.0421  0.0208
Si  1.87  12.2161  5.754  0.0477  -0.007  -0.0762
Si  5.7664  0.6813  6.3194  0.0259  0.041  0.0405
Si  5.7752  4.5272  5.9647  -0.0075  0.0417  0.1589
Si  5.635  8.4893  6.1787  -0.0641  0.044  0.0796
Si  5.718  12.4732  6.1694  -0.0854  -0.1307  -0.003
Si  0.0765  0.7751  7.3922  0.0407  0.0243  0.1884
Si  0.1117  4.5252  7.2136  -0.1284  0.2691  -0.3092
Si  -0.0463  8.4565  7.2253  -0.1402  0.1506  -0.138
Si  -0.0596  12.2518  7.1145  -0.069  -0.2269  -0.1613
Si  3.7102  0.6905  7.5747  -0.0977  -0.0207  -0.0055
Si  3.8881  4.5924  7.3383  0.0948  0.0275  -0.2361
Si  3.7348  8.3903  7.5027  0.1652  0.0447  -0.0026
Si  3.6569  12.2243  7.2875  0.1236  0.1085  -0.102
Si  7.855  0.6697  7.6233  -0.0196  -0.0892  -0.0086
Si  7.7378  4.54  7.2351  -0.0001  0.0032  -0.2736
Si  7.537  8.4803  7.5037  -0.1007  0.1067  -0.104
Si  7.7299  12.3363  7.4729  -0.1368  -0.0342  -0.2315
Si  2.0193  3.8234  9.9888  -0.064  -0.4961  0.5619
Si  1.8533  6.3054  9.9595  -0.1173  0.0796  -0.346
Si  -0.2102  10.3928  8.548  0.0875  0.0376  0.0143
Si  -0.4267  14.0866  8.5095  0.0317  0.0601  -0.1397
Si  3.8514  2.7708  8.8226  -0.1613  0.2273  0.1116
Si  3.932  6.4328  8.8729  -0.083  0.0096  -0.127
Si  3.5718  10.3839  8.7779  0.1321  0.136  0.087
Si  3.2986  13.979  8.7539  -0.3006  -0.1667  -0.1275
Si  7.8093  2.7457  8.742  0.1581  0.3212  0.0692
Si  9.6385  6.3672  9.6718  0.1979  -0.7155  0.4278
Si  9.4259  10.4723  10.0298  0.0853  0.1084  -0.0967
Si  8.7113  14.0553  8.8271  0.0301  -0.1043  -0.128
Si  0.1523  2.7966  8.7994  -0.0352  0.1303  0.1821
Si  0.0725  6.4966  8.4542  0.2271  -0.0734  -0.1297
Si  1.5776  10.5167  10.0309  -0.0825  0.2163  -0.4045
Si  1.2802  13.1536  9.8484  -0.1175  0.3802  0.6365
Si  5.8897  3.1501  10.0178  0.2482  -0.944  0.0329
Si  5.9374  5.6169  10.1296  0.3559  0.9763  0.4404
Si  5.3964  11.1422  10.2039  -0.1379  -0.7781  0.514
Si  4.484  13.4157  10.7021  0.3069  0.3279  -0.4347
Si  9.7229  3.2972  10.0697  -0.0364  -0.1582  0.5736
Si  7.6079  6.4039  8.6014  -0.2693  -0.1787  0.0614
Si  7.3958  10.4813  8.8773  0.0371  -0.1204  -0.1967
Si  8.9197  12.747  10.8564  0.0828  0.2047  0.3843
Si  2.6983  13.5003  12.2645  -0.9811  0.1947  0.7638
Si  1.2684  8.3197  11.313  -0.5962  -0.1068  0.6592
Si  7.1459  7.2468  12.6721  0.0626  -0.1695  0.1304
Si  6.6497  6.6907  17.8143  0.251  0.0959  0.0913
Si  11.5716  10.6829  14.7999  -0.1506  0.0878  0.3209
Si  13.9468  4.3857  15.7209  0.0678  0.0368  0.2424
Si  10.5366  6.2363  21.3729  0.1899  -0.0992  -0.6788
Si  14.624  14.8783  16.493  0.0054  0.0686  0.2026
Si  10.2342  2.6214  13.038  -0.0581  0.0667  0.2117
Si  13.6771  8.7617  13.4368  0.0432  -0.1041  0.4238
Si  9.6843  8.2732  11.0466  -0.2078  0.3826  0.679
Si  5.8566  16.029  12.0326  0.1573  0.1273  0.5194
Si  0.7309  -0.3224  21.5385  0.1706  0.2586  -0.3826
Si  7.8861  0.8728  16.4891  0.0389  0.1274  0.0652
Si  13.0771  0.8518  18.9226  -0.1549  -0.0117  0.0348
Si  10.5307  0.2454  14.9906  0.0848  -0.1406  0.2552
Si  8.3055  6.4671  15.4096  0.082  0.0299  0.3271
Si  5.2181  9.6417  13.1163  -0.0086  0.0873  0.2378
Si  4.3203  2.0583  19.6663  -0.0515  -0.0089  -0.1616
Si  10.4406  8.4274  16.5015  -0.1073  -0.0012  0.159
Si  3.4287  0.7821  13.8549  0.001  0.0023  0.4619
Si  3.8422  7.3166  18.4336  -0.0986  0.2393  0.0564
Si  2.3682  12.3836  15.0021  0.0134  0.1841  0.2697
Si  7.1787  -1.7431  13.0474  0.2  -0.0922  0.3894
Si  5.4503  12.0211  14.8891  0.0592  -0.1046  0.4177
Si  6.7695  15.5554  19.0782  0.0599  -0.0446  0.0354
Si  10.0949  6.0929  24.3025  -0.6677  0.2719  -0.7678
Si  13.3103  3.2841  13.0873  -0.0485  -0.0375  -0.0735
Si  9.9967  13.0933  13.5916  0.2588  0.0284  0.2103
Si  4.5768  4.5821  17.7743  0.0621  -0.1609  -0.029
Si  0.2519  2.2702  16.6812  -0.047  -0.1063  0.3225
Si  1.8046  7.3086  16.1927  -0.0201  0.0769  0.2157
Si  9.0349  7.9432  19.2741  0.0088  -0.0565  -0.0941
Si  4.6953  17.2683  22.562  -0.1688  -0.0525  -0.2909
Si  3.5964  7.5554  21.3673  -0.0923  0.0752  -0.1411
Si  6.0218  13.9866  16.8964  0.0016  -0.0976  0.1023
Si  9.0401  3.486  15.5737  -0.1496  0.0453  0.1942
Si  8.2743  9.2818  21.8151  -0.0833  -0.1069  -0.3317
O  -0.0928  0.8569  0.6774  -0.2024  -0.0563  0.0753
O  -0.9358  4.0488  -2.3391  -0.0687  0.0229  0.4416
O  0.2019  4.0603  0.1926  -0.3839  0.0566  0.3784
O  -3.7478  8.7492  0.9812  0.0672  -0.0725  -0.1972
O  -1.2506  8.0883  0.4769  0.0494  0.1096  0.373
O  7.9795  12.2001  0.7733  -0.1519  0.0353  0.2885
O  6.8051  -1.0903  -0.702  -0.203  0.0835  0.1534
O  8.3476  0.5583  0.5483  -0.2143  0.1453  0.3089
O  9.1283  4.8437  23.7465  0.1042  0.015  -0.3299
O  5.5745  3.8233  -1.6066  0.1869  0.0535  0.3374
O  1.3066  8.3524  0.8765  -0.2471  -0.0119  0.2588
O  2.9147  11.7579  -0.9825  0.0145  -0.3282  0.3165
O  0.9706  11.7583  0.7149  -0.4198  0.1807  0.0694
O  4.2394  -1.0255  -1.1636  0.1255  0.1598  -0.0016
O  1.7341  -0.2721  -0.8666  0.1276  0.1737  0.0615
O  4.362  4.9952  0.4071  0.3599  -0.1474  0.5296
O  1.0497  9.8681  -1.2543  0.1182  0.1261  0.3487
O  -0.6891  -0.4236  -1.5523  0.1398  -0.135  0.0778
O  0.5151  2.0291  -1.5523  -0.078  -0.0108  0.3173
O  3.0347  6.0735  21.6838  -0.1188  0.0435  0.1742
O  9.8081  9.6244  22.2396  0.0215  0.2164  0.3575
O  -1.9815  12.7398  -1.3599  -0.0304  -0.2705  0.5283
O  -2.2018  10.3194  -0.4942  0.099  0.2436  0.1668
O  7.8623  2.3868  15.8812  0.2954  -0.0816  -0.0538
O  5.2798  0.8104  19.249  0.1214  0.0776  0.0844
O  3.7529  5.805  -2.0109  0.0482  -0.0245  0.1931
O  6.5419  1.4014  -1.3314  0.1181  -0.1406  0.4698
O  1.3317  7.0703  -1.4478  0.1868  0.1464  0.0942
O  3.3016  8.5381  -0.8816  0.0291  0.1306  0.0667
O  0.5611  12.4596  -1.8241  -0.1878  -0.067  0.3181
O  1.5442  3.1281  16.2545  0.0669  0.1432  -0.2193
O  6.6734  15.2449  16.0425  0.0713  -0.1046  0.2005
O  4.754  2.6494  21.1234  -0.0122  -0.3126  0.229
O  8.0408  3.3563  -2.4711  -0.1252  0.1874  0.4943
O  8.3271  9.0918  20.1916  0.0272  -0.1942  0.3666
O  5.8617  8.85  -1.337  -0.2716  0.0048  0.3158
O  8.3937  8.1108  12.0711  0.0834  -0.1783  -0.0783
O  5.5  12.0754  -1.2298  -0.2054  0.1539  0.1109
O  6.2915  12.5322  16.2009  -0.3055  0.2176  -0.3396
O  2.2813  3.5051  11.5827  -0.0972  0.0222  0.0175
O  3.6225  9.438  13.3762  0.0959  0.0573  -0.0341
O  11.1705  8.2104  11.7736  0.4395  0.0129  -0.6112
O  10.0203  13.3095  11.9681  -0.2969  -0.1719  -0.0609
O  13.7016  13.8185  15.71  0.2029  -0.1226  -0.1758
O  10.3946  3.0665  16.4059  -0.0157  -0.0763  -0.2346
O  4.8593  1.1616  13.2144  0.0358  -0.1796  -0.3449
O  13.943  4.3957  14.0924  -0.1029  -0.2143  0.0594
O  6.2172  17.386  11.2152  -0.3086  0.0998  -0.0886
O  5.4331  10.2836  11.6428  0.0004  0.2614  -0.1941
O  5.2865  14.8497  11.0601  -0.187  -0.1434  0.0782
O  7.7471  1.0436  18.1091  -0.2366  -0.2705  -0.1471
O  2.2346  12.3749  13.3734  0.218  0.1864  -0.1526
O  12.7231  11.4776  15.6478  -0.0397  -0.0597  -0.4601
O  9.7362  2.4774  11.5133  -0.0106  0.3695  -0.4688
O  6.4151  6.2735  11.592  -0.0954  -0.1966  -0.2511
O  7.4608  12.7783  11.672  0.1398  0.1862  0.1197
O  5.8748  0.6059  1.1865  -0.0823  0.005  -0.1827
O  4.4278  14.1735  17.0352  0.0772  0.0469  -0.2134
O  6.1062  5.1487  17.7343  -0.2958  0.2467  0.0238
O  9.7156  4.8937  10.521  -0.0286  0.258  -0.4725
O  10.2085  1.1378  13.6814  0.0573  0.0785  0.0705
O  7.1629  7.1377  16.3481  0.138  -0.2038  -0.1042
O  3.6772  5.6963  18.5475  0.1914  0.0958  -0.1839
O  9.2796  0.1761  16.0325  0.0171  0.1609  -0.2265
O  10.888  14.1548  14.4391  -0.2545  0.0091  -0.2027
O  0.4629  1.8909  18.2543  0.1879  -0.1362  -0.2217
O  4.546  3.1914  18.5568  -0.0591  0.0205  0.0571
O  2.9679  7.8673  17.1867  -0.0166  -0.2702  -0.0736
O  6.2013  6.2956  -1.1405  0.0247  0.0936  0.0905
O  13.8112  1.8394  13.5504  0.0763  0.0361  -0.0512
O  0.2367  0.8872  15.8101  -0.2043  0.1979  -0.1633
O  9.2746  3.5477  13.9653  0.1516  -0.2354  -0.0045
O  7.4749  15.4464  20.5108  -0.2103  0.0291  0.2425
O  10.5713  9.8781  15.793  0.2566  -0.0971  -0.197
O  11.6964  3.3133  13.1272  0.0981  -0.1136  -0.0669
O  5.9958  8.2366  13.2265  0.0763  0.0175  -0.1804
O  13.712  7.6641  14.654  -0.0722  0.307  -0.0899
O  2.9639  14.8002  13.1783  0.2407  -0.1735  -0.1616
O  1.3543  13.8295  11.3683  0.5457  -0.3536  -0.0842
O  10.5884  11.6382  13.938  0.1016  0.0267  -0.0218
O  5.7682  13.1398  13.7186  0.1641  0.0478  -0.183
O  9.6854  8.5813  17.9326  -0.0085  -0.1442  -0.0908
O  8.4305  13.2766  14.0326  -0.1078  0.1346  -0.2599
O  5.4186  7.6716  18.2192  -0.1409  -0.3758  -0.0491
O  3.9388  4.3331  16.2894  -0.2609  0.1118  0.0205
O  13.212  5.7056  16.284  0.2052  -0.0663  -0.1547
O  10.2345  7.2559  20.1446  -0.2186  -0.0952  0.3181
O  5.8709  10.5771  14.2995  -0.2305  0.0106  -0.3891
O  3.5397  0.6695  15.4744  -0.0947  -0.1574  -0.385
O  11.9455  7.8979  16.7296  0.0891  0.0051  -0.2149
O  6.6331  14.0661  18.4049  -0.0992  0.409  -0.2581
O  0.702  -0.139  19.9158  0.1488  0.1468  0.2686
O  3.3438  7.9752  19.8176  0.181  -0.2693  0.0751
O  7.7473  6.3663  13.9005  -0.0553  0.2225  -0.2204
O  3.8894  11.9048  15.3089  0.0361  0.0878  -0.21
O  13.7887  0.0122  17.7527  0.0109  0.071  -0.0424
O  10.3762  6.9144  22.8568  -0.101  -0.527  0.7824
O  7.8908  6.8463  18.8617  -0.0387  0.1655  -0.0788
O  2.7497  1.615  19.7136  0.0917  -0.0365  -0.0445
O  3.5603  1.1653  0.2164  0.3305  -0.2682  0.5653
O  8.6128  4.981  16.0047  0.0129  0.0757  -0.2397
O  12.4401  9.7639  13.7994  0.1156  -0.1286  0.0696
O  9.6398  7.3941  15.5304  -0.1575  -0.0331  0.0094
O  7.1225  15.256  12.7656  -0.293  -0.0661  -0.2663

Results
free energy: -64044.306 eV
free energy less fixed offsets of O -463.61, Si -117.95 eV per atom: -23.566 eV
pressure: -1.75 GPa
stress xx, yy, zz, yz, xz, xy (GPa, positive in tension): 1.89, 1.86, 1.5, -0.23, -0.22, -0.13

The program warned: the forces do not sum to zero within the program's tolerance.
